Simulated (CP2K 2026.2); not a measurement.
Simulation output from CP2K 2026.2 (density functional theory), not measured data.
Periodic cell of 534 atoms, Si358O176, from a study of silicon, its oxide and their interface. The atomic structure is a simulated model.
Doubt: the forces sum to 2.15 eV/angstrom along one axis rather than to zero, so they err by at least 0.0040 eV/angstrom per atom on average; the grid cutoff is modest.

Settings: functional PBE; method Gaussian and plane waves; basis set DZVP-MOLOPT-SR-GTH; pseudopotentials GTH-PBE; grid cutoff 350 Ry, relative cutoff 50 Ry; k points Gamma only; occupations fixed; spin none; net charge 0.

Cell vectors (angstrom)
a	16.4025	0	0
b	0	16.4025	0
c	0	0	35.1296

Atoms and the computed forces on them: element, x, y, z (angstrom), force x, y, z (eV/angstrom)
Si	0.227	0.282	35.031	0.03	-0.011	0.552
Si	3.287	2.51	34.689	-0.351	0.283	0.792
Si	16.262	5.03	34.976	-0.159	0.073	0.273
Si	2.704	7.704	34.65	-0.13	-0.648	0.114
Si	16.353	10.891	0.052	0.013	-0.078	-0.026
Si	3.328	13.155	35.077	0.128	-0.103	0.152
Si	5.242	0.151	0.232	0.222	0.039	0.345
Si	8.855	2.13	34.723	-0.098	-0.067	0.283
Si	4.378	5.948	34.744	-0.182	0.246	0.059
Si	7.568	8.795	34.826	0.109	0.159	0.197
Si	5.491	11.011	0.335	0.254	0.188	-0.011
Si	8.26	13.428	34.973	0.167	0.048	0.222
Si	11.105	16.329	0.112	0.058	0.006	-0.079
Si	13.437	3.132	34.96	-0.079	-0.213	0.376
Si	11.237	5.379	34.972	-0.027	-0.085	0.095
Si	13.538	8.493	0.009	-0.33	0.298	0.061
Si	11.822	11.145	34.642	-0.112	0.198	0.365
Si	13.427	14.3	34.821	0.071	0.301	0.496
Si	1.466	1.623	1.301	0.07	-0.175	-0.768
Si	3.986	4.183	1.152	0.302	0.056	-0.487
Si	1.275	6.576	1.075	-0.147	0.215	-0.178
Si	4.085	9.649	1.514	-0.153	0.09	-0.064
Si	1.448	12.304	1.232	-0.019	-0.021	-0.084
Si	4.151	14.868	1.413	0.009	0.076	-0.25
Si	7.067	1.348	1.148	0.13	-0.227	-0.237
Si	9.602	4.073	0.968	0.059	-0.167	-0.135
Si	6.796	7.044	1.073	-0.198	-0.296	0.074
Si	9.452	9.694	0.933	-0.017	0.091	-0.181
Si	6.983	12.322	1.481	-0.106	0.012	-0.104
Si	9.696	14.856	1.239	-0.182	-0.12	-0.253
Si	12.403	1.462	1.271	0.051	0.133	-0.348
Si	14.891	4.098	1.451	-0.03	-0.125	-0.429
Si	12.315	6.925	1.25	-0.099	-0.116	0.202
Si	15.077	9.499	1.409	0.145	0.22	0.107
Si	12.612	12.526	1.201	-0.021	0.057	-0.347
Si	15.083	15.308	1.131	0.124	-0.22	-0.444
Si	16.37	2.781	2.711	0.046	-0.033	-0.063
Si	2.732	0.027	2.601	0.074	-0.011	0.154
Si	0.042	8.054	2.615	0.013	-0.147	-0.179
Si	2.619	5.381	2.621	-0.024	0.056	-0.08
Si	0.038	13.785	2.52	-0.021	0.018	-0.222
Si	2.668	10.977	2.778	-0.096	-0.045	0.087
Si	5.587	2.836	2.417	0.12	-0.006	0.223
Si	8.311	16.326	2.581	-0.184	-0.11	-0.066
Si	5.404	8.115	2.673	-0.035	-0.107	0.068
Si	8.187	5.516	2.351	-0.003	-0.082	0.045
Si	5.569	13.662	2.798	0.041	0.11	0.067
Si	8.296	10.865	2.673	0.036	-0.045	0.129
Si	10.931	2.805	2.543	-0.001	0.079	0.044
Si	13.748	0.113	2.646	0.052	-0.007	0.046
Si	10.824	8.309	2.44	0.141	0.054	0.031
Si	13.621	5.571	2.718	-0.005	0.209	-0.064
Si	11.053	13.606	2.636	0.047	-0.2	0.029
Si	13.782	11.038	2.637	-0.025	-0.009	0.139
Si	1.322	4.106	4.082	-0.049	0.042	-0.036
Si	4.203	1.422	3.89	-0.063	-0.054	-0.314
Si	1.325	9.501	4.03	0.155	0.069	-0.087
Si	4.021	6.749	4.007	0.146	0.038	-0.173
Si	1.366	15.084	4.003	0	0.157	-0.175
Si	4.118	12.307	4.085	0.065	-0.008	-0.013
Si	6.895	4.173	3.88	-0.158	-0.019	-0.26
Si	9.622	1.367	3.929	0.03	0.044	-0.034
Si	6.826	9.526	3.992	0.084	-0.036	-0.038
Si	9.535	6.858	3.838	-0.055	0.117	-0.083
Si	6.916	15.092	4.061	0.033	-0.078	-0.059
Si	9.651	12.268	4.027	-0.025	0	-0.114
Si	12.255	4.147	3.995	-0.056	-0.08	-0.085
Si	15.069	1.4	4.083	-0.037	-0.153	-0.076
Si	12.275	9.631	3.902	-0.016	0.073	-0.29
Si	15.052	6.845	4.066	-0.04	-0.035	-0.018
Si	12.355	15.075	3.962	0.052	-0.012	-0.002
Si	15.127	12.397	3.987	0.028	-0.084	-0.039
Si	0.005	0.007	10.823	-0.016	-0.007	0.002
Si	2.729	2.734	10.822	-0.003	0.004	0.005
Si	16.392	5.461	10.817	0.012	-0.009	0.004
Si	2.718	8.184	10.824	-0.009	-0.002	0.01
Si	16.397	10.93	10.832	0.015	0.027	-0.003
Si	2.743	13.677	10.83	-0.002	-0.011	0.006
Si	5.481	0.006	10.829	-0.013	-0.019	0.006
Si	8.201	2.731	10.838	-0.015	-0.003	0
Si	5.444	5.442	10.824	0.034	0.034	-0.007
Si	8.183	8.178	10.803	-0.006	0.023	-0.007
Si	5.464	10.926	10.818	0.013	0.013	0
Si	8.211	13.669	10.81	0.008	-0.003	-0.011
Si	10.94	0.007	10.832	0.021	0.004	0.008
Si	13.662	2.73	10.822	0.03	0.011	0.013
Si	10.913	5.448	10.829	0.01	0.004	0
Si	13.651	8.191	10.833	0.019	0.01	0.009
Si	10.938	10.934	10.804	-0.02	0.005	-0.006
Si	13.684	13.685	10.818	-0.002	-0.011	-0.008
Si	1.361	1.377	12.19	0.015	-0.026	-0.006
Si	4.07	4.094	12.207	-0.017	-0.021	0
Si	1.35	6.816	12.202	-0.001	0.009	0.001
Si	4.088	9.552	12.185	0.022	0.036	0.008
Si	1.353	12.313	12.185	-0.002	-0.043	0.001
Si	4.107	15.051	12.201	0.024	0.01	-0.004
Si	6.83	1.373	12.21	0.039	0.002	-0.011
Si	9.568	4.081	12.218	-0.007	0.012	0.008
Si	6.814	6.805	12.166	-0.058	-0.022	-0.015
Si	9.557	9.556	12.141	0.019	-0.006	-0.005
Si	6.838	12.298	12.176	-0.013	0.002	-0.004
Si	9.574	15.032	12.19	-0.055	-0.051	-0.005
Si	12.308	1.363	12.215	-0.01	-0.016	0.001
Si	15.038	4.084	12.189	-0.015	0.032	-0.007
Si	12.28	6.809	12.191	-0.049	-0.041	-0.002
Si	15.029	9.553	12.194	-0.005	-0.003	0.01
Si	12.321	12.299	12.155	0.017	0.04	-0.006
Si	15.042	15.05	12.193	0.023	0	0.008
Si	16.402	2.729	13.577	-0.003	-0.021	0.006
Si	2.721	0.02	13.559	-0.02	0.01	-0.028
Si	16.372	8.168	13.57	0.018	0.037	0.006
Si	2.689	5.436	13.594	0.017	0.034	0.03
Si	16.394	13.682	13.562	-0.017	-0.011	0.015
Si	2.707	10.93	13.536	-0.048	0.022	-0.01
Si	5.431	2.727	13.57	0.007	-0.012	-0.001
Si	8.209	0.002	13.563	-0.023	0.013	0.009
Si	5.436	8.142	13.537	0.102	-0.026	-0.01
Si	8.166	5.449	13.545	0.014	0.01	0.002
Si	5.484	13.675	13.55	0.009	-0.052	-0.006
Si	8.198	10.9	13.519	-0.004	0.029	0.027
Si	10.934	2.711	13.601	-0.01	0.01	-0.013
Si	13.695	0.005	13.584	0.007	-0.037	0.005
Si	10.893	8.191	13.519	-0.031	0.041	-0.027
Si	13.646	5.421	13.547	0.055	0.013	-0.028
Si	10.965	13.651	13.524	0.025	-0.023	-0.018
Si	13.667	10.94	13.54	-0.014	0.017	0.002
Si	1.323	4.081	14.999	0.016	-0.026	0.077
Si	4.054	1.387	14.955	0.009	-0.032	0.07
Si	1.342	9.557	14.91	-0.01	0.021	0.037
Si	4.071	6.795	14.947	-0.052	0.035	0.052
Si	1.35	15.068	14.919	0.007	0.045	0.012
Si	4.072	12.315	14.874	0.087	0.028	-0.011
Si	6.798	4.091	14.922	0.056	0.076	0.048
Si	9.576	1.329	14.974	-0.017	-0.055	0.031
Si	6.835	9.493	14.864	-0.102	-0.031	-0.01
Si	9.507	6.847	14.89	0.038	-0.065	-0.023
Si	6.843	15.051	14.932	0.005	0.032	0.005
Si	9.613	12.248	14.857	-0.005	0.026	-0.011
Si	12.329	4.055	14.963	-0.019	0.024	0.002
Si	15.058	1.375	14.974	0.003	0.006	0.05
Si	12.276	9.555	14.853	-0.014	-0.022	0.013
Si	14.986	6.783	14.919	-0.074	-0.111	0.043
Si	12.331	15	14.911	-0.004	-0.026	0.035
Si	15.027	12.305	14.925	0.047	-0.006	0.02
Si	0.027	0.015	16.352	0.033	-0.089	0.127
Si	2.726	2.75	16.401	-0.094	-0.024	0.126
Si	16.264	5.394	16.352	-0.006	0.152	-0.075
Si	2.666	8.163	16.288	0.137	-0.044	0.024
Si	16.397	10.939	16.282	-0.048	-0.012	0.024
Si	2.751	13.734	16.249	-0.059	-0.073	-0.019
Si	5.405	16.393	16.299	0.073	0.099	-0.004
Si	8.142	2.704	16.28	-0.041	-0.087	0.151
Si	5.451	5.442	16.337	0.004	-0.125	-0.006
Si	8.149	8.16	16.334	0.011	0.02	0.088
Si	5.409	10.847	16.131	0	-0.053	-0.022
Si	8.323	13.681	16.179	0.026	-0.07	-0.009
Si	11.016	16.36	16.316	-0.094	-0.026	-0.037
Si	13.68	2.681	16.398	0.001	-0.041	0.086
Si	10.924	5.503	16.185	-0.068	0.065	0.158
Si	13.59	8.175	16.216	0.026	0.121	0.135
Si	10.915	10.844	16.269	0.066	0.02	0.067
Si	13.646	13.626	16.325	-0.053	0.163	0.08
Si	1.379	1.368	17.82	0.045	-0.023	0.119
Si	4.114	4.125	17.793	0.032	0.008	-0.049
Si	1.243	6.794	17.624	-0.099	-0.087	-0.092
Si	4.067	9.547	17.617	0.054	0.061	0.045
Si	1.402	12.368	17.576	-0.008	0.031	-0.057
Si	4.069	15.045	17.717	-0.127	0.16	0.175
Si	6.725	1.352	17.69	-0.024	0.129	-0.019
Si	9.574	4.127	17.51	0.167	0.072	-0.176
Si	6.751	6.813	17.743	0.01	0.018	-0.023
Si	9.565	9.494	17.7	0.086	-0.122	0.008
Si	6.899	12.208	17.274	-0.025	0.013	-0.217
Si	9.722	14.938	17.667	0.056	-0.114	0.038
Si	12.36	1.254	17.783	0.171	-0.145	-0.083
Si	14.921	4.089	17.856	0.057	-0.029	0.134
Si	12.169	6.904	17.632	-0.158	-0.035	0.091
Si	14.969	9.524	17.57	0.019	-0.077	-0.17
Si	12.275	12.179	17.658	-0.001	-0.007	-0.075
Si	15.012	15.046	17.684	-0.043	0.097	-0.184
Si	16.387	2.745	19.244	0.26	0.077	0.226
Si	2.757	16.401	19.33	-0.132	-0.043	0.137
Si	16.306	8.207	18.965	-0.325	-0.212	0.163
Si	2.641	5.548	19.015	-0.068	0.015	0.155
Si	16.392	13.643	18.941	0.224	0.207	0.073
Si	2.689	10.985	18.951	0.48	0.203	0.093
Si	5.388	2.687	19.274	0.209	0.013	0.11
Si	8.203	16.306	18.822	-0.028	0.004	0.249
Si	5.362	8.207	19.122	-0.272	0.151	0.354
Si	8.229	5.399	18.945	-0.081	-0.041	-0.019
Si	5.566	13.472	18.614	0.051	-0.078	-0.064
Si	8.136	10.965	18.779	-0.006	0.057	0.217
Si	10.869	2.703	18.846	0.039	0.078	-0.013
Si	13.759	16.312	19.289	-0.004	-0.116	0.142
Si	10.789	8.12	19.262	0.26	0.287	-0.101
Si	13.447	5.591	19.066	-0.181	-0.077	0.13
Si	11.06	13.489	19.169	-0.021	-0.012	0.155
Si	13.632	10.791	19.007	-0.115	-0.217	0.153
Si	1.693	3.936	20.503	-0.272	0.047	-0.259
Si	3.868	1.6	20.891	0.173	-0.081	0.013
Si	1.145	9.752	20.18	-0.116	0.168	0.165
Si	3.373	7.403	20.352	0.123	-0.05	-0.086
Si	0.97	15.227	20.431	0.16	-0.177	0.048
Si	4.528	11.997	20.081	-0.251	0.111	0.396
Si	7.192	3.814	20.322	-0.163	-0.224	0.32
Si	9.31	1.548	20.026	-0.331	-0.366	0.187
Si	6.692	9.835	20.221	-0.107	-0.042	0.363
Si	9.681	6.349	20.505	-0.412	-0.052	0.473
Si	7.097	14.597	19.92	0.066	0.344	0.385
Si	9.225	12.396	20.295	-0.02	0.045	0.372
Si	11.641	4.983	20.623	0.563	-0.073	0.278
Si	15.297	1.201	20.722	-0.059	0.158	0.134
Si	12.521	9.27	20.511	-0.127	-0.047	0.315
Si	14.715	7.054	20.329	0.084	0.034	-0.022
Si	12.942	14.333	20.48	-0.09	0.079	-0.063
Si	15.2	12.058	20.177	0.249	-0.143	0.258
Si	5.27	14.069	22.084	0.04	-0.13	0.158
Si	1.225	13.936	23.277	0.03	0.014	0.469
Si	16.319	5.437	22.61	0.007	0.167	0.104
Si	7.42	5.858	22.67	-0.043	-0.104	0.303
Si	12.179	15.444	23.346	-0.058	0.081	0.486
Si	3.36	12.173	24.552	0.045	0.057	0.25
Si	2.983	15.062	25.358	0.159	-0.053	0.169
Si	10.056	1.037	22.829	-0.212	0.128	0.37
Si	8.938	0.821	29.154	-0.151	-0.103	-0.222
Si	4.704	6.37	22.927	-0.037	0.034	0.453
Si	7.302	8.26	29.208	-0.158	0.065	-0.252
Si	8.53	10.416	22.589	-0.11	0.194	0.059
Si	7.91	16.139	24.278	0.073	-0.039	0.226
Si	16.208	7.953	24.389	-0.177	0.206	0.333
Si	13.336	7.506	24.606	0.061	0.103	0.174
Si	11.313	9.586	23.435	0.122	-0.119	0.369
Si	6.42	12.181	24.154	-0.237	0.033	0.239
Si	10.007	14.221	25.245	-0.011	0.137	0.033
Si	2.083	14.521	30.529	0.084	0.009	-0.383
Si	0.159	11.459	27.619	0.058	0.013	-0.089
Si	1.928	13.849	27.807	-0.024	-0.025	-0.085
Si	2.892	6.108	29.241	-0.14	-0.031	-0.211
Si	13.937	12.73	26.963	-0.031	-0.046	0.027
Si	3.496	7.137	25.548	-0.011	-0.043	-0.003
Si	4.745	0.015	23.574	0.125	0.025	0.402
Si	10.326	4.431	26.186	-0.025	-0.144	0.04
Si	5.994	4.359	24.661	0.028	-0.079	0.243
Si	9.843	6.923	27.887	0.012	0.058	-0.209
Si	4.669	8.019	27.941	-0.038	0.13	-0.044
Si	12.7	14.123	29.388	-0.085	0.107	-0.195
Si	15.996	2.627	29.98	-0.041	0.008	-0.439
Si	14.776	2.836	23.563	-0.199	-0.022	0.248
Si	12.383	4.702	23.75	0.112	-0.001	0.406
Si	11.058	9.576	28.119	0.101	0.113	-0.051
Si	8.822	12.155	31.981	-0.04	0.133	-0.203
Si	15.014	14.729	24.684	0.064	-0.022	0.093
Si	16.033	5.62	29.266	0.202	0.149	-0.316
Si	6.562	13.831	30.794	0.07	-0.049	-0.183
Si	14.986	7.451	27.058	-0.071	-0.025	0.033
Si	7.09	13.231	27.153	0.142	0.128	0.08
Si	15.348	12.751	33.179	-0.128	-0.152	-0.122
Si	3.566	4.477	26.736	0.033	0.018	-0.002
Si	4.754	2.48	31.72	-0.072	0.092	-0.33
Si	5.697	10.672	28.561	-0.082	-0.005	-0.017
Si	8.389	2.483	24.821	0.029	-0.099	0.085
Si	11.2	2.824	28.664	-0.054	0.002	-0.216
Si	1.697	9.705	25.629	-0.026	0.165	-0.017
Si	10.319	6.558	32.12	0.099	0.026	-0.568
Si	7.757	1.4	32.035	-0.023	-0.066	-0.193
Si	15.546	0.977	26.101	-0.025	-0.012	0.159
Si	13.865	9.274	29.177	0.129	0.009	-0.261
Si	11.687	12.294	31.678	-0.115	-0.064	-0.34
Si	13.754	6.731	30.763	0.522	0.111	-0.513
Si	1.714	2.067	27.748	0.001	0.089	-0.041
Si	3.927	12.596	29.691	-0.151	-0.162	-0.12
Si	0.807	9.112	32.815	0.135	0.108	-0.139
Si	6.538	15.813	28.586	-0.207	-0.079	-0.221
Si	1.471	14.496	33.362	0.138	0.147	-0.214
Si	3.731	0.568	29.489	0.051	-0.132	-0.121
Si	9.91	14.495	28.111	-0.113	-0.016	-0.138
Si	7.494	7.138	32.04	-0.429	-0.035	-0.184
Si	4.709	5.502	31.73	-0.07	-0.046	-0.155
Si	6.652	15.382	33.309	-0.076	-0.055	-0.343
Si	10.358	9.7	31.103	0.023	0.401	-0.257
Si	11.229	5.319	30.336	-0.121	-0.092	-0.073
Si	15.818	2.605	33.172	-0.223	0.024	0.039
Si	11.171	11.546	25.835	-0.061	0.036	0.165
Si	14.644	7.357	33.5	0.206	-0.023	0.046
Si	13.724	0.786	28.739	0.104	-0.21	-0.127
Si	16.048	10.939	30.657	0.024	-0.196	-0.406
O	1.435	15.736	34.398	0.133	-0.24	0.2
O	16.086	1.083	33.693	-0.185	0.106	0.156
O	3.877	2.48	33.112	-0.618	0.059	0.561
O	4.073	1.296	0.315	0.353	-0.355	0.092
O	15.308	5.951	33.994	-0.18	0.241	-0.064
O	0.322	3.738	33.981	0.488	0.431	0.275
O	3.149	9.098	0.235	0.343	0.252	0.345
O	2.058	8.075	33.128	0.044	0.016	-0.029
O	15.095	11.577	34.296	0.051	-0.021	0.073
O	15.811	8.302	32.871	-0.283	-0.292	-0.395
O	2.907	13.776	33.605	-0.134	-0.143	-0.056
O	4.472	12.022	34.601	-0.29	0.303	0.299
O	6.142	14.254	32.287	-0.013	0.164	0.337
O	5.363	16.268	33.738	0.244	-0.273	-0.06
O	8.308	2.447	33.175	-0.05	0.335	0.228
O	7.833	16.296	32.672	0.311	0.002	0.043
O	4.071	5.403	33.221	0.086	-0.388	-0.043
O	5.131	0.132	28.826	-0.016	0.11	-0.195
O	9.115	10.544	31.813	0.077	-0.3	0.038
O	5.994	6.226	34.943	0.23	0.571	0.403
O	6.434	9.995	34.525	-0.028	-0.299	-0.218
O	8.508	12.625	33.525	0.07	0.219	0.497
O	7.203	14.663	34.654	-0.368	0.412	-0.06
O	14.352	0.711	27.213	-0.057	-0.256	0.066
O	10.07	0.986	34.428	-0.129	0.279	0.13
O	14.229	2.861	33.521	0.074	-0.107	0.053
O	12.285	4.204	34.438	0.181	-0.135	0.039
O	8.734	6.078	32.01	-0.074	-0.085	0.086
O	10.785	6.256	33.649	-0.258	-0.081	0.141
O	12.594	9.71	34.446	0.032	-0.279	-0.161
O	10.248	10.783	35.037	-0.091	-0.589	0.204
O	10.14	9.594	29.475	-0.084	-0.206	0.204
O	11.935	12.108	33.296	0.281	0.211	0.157
O	14.117	13.816	33.375	-0.157	0.162	-0.158
O	12.189	15.36	34.35	0.213	0.094	0.244
O	2.737	2.8	21.152	-0.088	0.302	-0.042
O	1.178	4.824	21.793	0.271	-0.039	-0.067
O	4.402	1.196	22.474	-0.097	0.18	-0.548
O	4.251	15.016	22.903	-0.026	0.035	0.202
O	2.284	8.61	20.883	0.246	-0.012	-0.037
O	16.383	10.909	20.86	0.07	0.139	-0.533
O	7.253	5.427	24.3	0.336	0.179	-0.293
O	3.786	6.405	21.605	-0.356	0.051	-0.033
O	16.37	16.387	21.111	0.235	-0.025	-0.438
O	2.13	12.576	23.526	-0.063	-0.238	-0.098
O	5.512	10.867	20.815	0.102	-0.178	-0.541
O	4.247	13.024	21.358	0.171	0.009	-0.087
O	6.96	4.536	21.797	-0.088	-0.159	-0.398
O	8.175	2.532	20.731	0.2	0.255	-0.383
O	8.815	16.369	22.939	-0.031	0.029	-0.364
O	10.335	1.115	21.242	0.154	-0.152	0.132
O	7.663	9.499	21.541	0.032	-0.445	-0.391
O	3.968	7.334	24.014	-0.049	0.074	-0.185
O	11.582	3.384	20.217	-0.126	0.085	-0.464
O	8.836	6.4	22.047	0.398	0.309	-0.505
O	8.231	13.669	20.705	-0.14	-0.057	-0.3
O	6.067	15.122	21.115	-0.052	-0.009	-0.124
O	9.355	11.576	21.75	0.137	0.131	-0.166
O	7.495	11.038	23.707	0.475	-0.381	-0.117
O	11.872	5.017	22.252	-0.144	0.391	-0.57
O	14.653	8.253	23.948	0.063	0.068	-0.071
O	14.911	1.91	22.208	0.065	-0.461	-0.508
O	1.388	14.272	21.705	-0.227	-0.094	-0.315
O	11.968	9.888	21.968	-0.024	0.263	-0.609
O	9.678	9.486	23.311	-0.283	-0.183	-0.204
O	15.254	6.078	21.551	-0.029	-0.044	-0.136
O	13.699	8.191	21.007	-0.211	0.013	-0.483
O	8.493	14.728	24.862	-0.15	-0.183	-0.099
O	11.478	0.53	23.493	-0.004	-0.015	-0.072
O	14.103	13.174	20.961	-0.23	-0.03	-0.038
O	12.194	14.965	21.803	0.281	-0.271	-0.309
O	1.197	14.45	29.151	-0.019	-0.231	0.279
O	0.895	12.823	27.07	-0.044	0.003	-0.318
O	4.858	11.626	24.142	0.228	-0.228	0.059
O	6.282	12.047	27.937	-0.008	-0.055	-0.052
O	12.617	9.994	28.412	0.146	0.067	0.03
O	0.418	6.684	23.564	0.216	-0.307	-0.449
O	4.846	4.847	23.567	-0.053	0.072	-0.322
O	2.815	0.98	28.222	0.051	-0.125	-0.238
O	10.506	10.609	26.992	-0.071	-0.164	-0.198
O	13.701	15.352	23.919	-0.079	0.259	-0.339
O	0.849	10.15	26.95	0.077	0.152	0.195
O	4.849	9.623	27.617	0.097	0.014	-0.049
O	3.951	16.368	25.036	-0.177	0.105	-0.184
O	3.7	13.567	25.366	-0.208	0.171	0.118
O	1.827	15.119	24.222	-0.248	0.098	-0.012
O	9.464	2.407	23.551	0.313	-0.159	-0.328
O	3.536	6.044	30.734	-0.096	0.244	0.254
O	8.261	0.932	25.35	0.192	0.035	0.098
O	9.043	3.45	25.942	0.003	-0.039	-0.099
O	8.393	7.617	28.185	-0.259	-0.204	0.09
O	6.912	12.739	25.612	0.088	-0.172	-0.113
O	6.189	6.947	22.518	0.071	0.049	-0.292
O	11.678	10.707	31.192	0.222	-0.17	-0.082
O	4.815	7.248	26.512	-0.087	0.118	0.007
O	10.393	15.009	26.63	0.229	0.225	-0.172
O	9.684	15.764	29.109	-0.051	0.029	0.156
O	15.15	2.066	24.953	-0.257	-0.049	-0.29
O	15.683	4.194	23.45	0.254	0.039	-0.011
O	13.345	5.942	24.184	0.03	-0.081	-0.344
O	11.154	4.606	24.806	0.033	0.078	-0.229
O	11.657	10.775	24.492	0.02	-0.054	-0.114
O	11.965	8.224	24.104	-0.238	-0.104	-0.239
O	5.873	7.512	28.916	0.213	-0.015	-0.12
O	9.728	5.875	26.65	0.047	0.207	-0.104
O	11.172	14.459	24.152	0.195	-0.378	-0.077
O	6.335	16.264	23.922	-0.117	-0.098	-0.237
O	4.536	11.078	29.687	-0.072	0.294	-0.045
O	2.768	13.025	30.771	-0.107	0.08	0.088
O	2.305	15.109	26.845	0.022	0.179	0.116
O	3.284	13.015	28.236	0.062	-0.162	0.003
O	15.323	6.076	27.863	-0.255	-0.184	-0.143
O	14.64	10.226	30.234	-0.154	0.223	0.052
O	5.08	4.209	26.065	0.031	-0.168	0.054
O	3.673	5.017	28.288	0.162	0.19	0.027
O	16.03	13.873	23.71	0.096	-0.237	-0.224
O	14.51	13.772	25.88	0.183	-0.102	0.127
O	5.213	13.512	29.994	0.117	0.057	-0.001
O	2.506	8.341	25.964	-0.079	-0.123	0.233
O	6.406	13.377	23.039	-0.023	0.286	-0.392
O	2.739	10.906	25.351	-0.006	0.11	0.242
O	8.631	1.378	30.662	-0.065	-0.113	0.103
O	14.932	1.423	29.656	0.193	0.144	0.418
O	6.824	2.94	24.521	-0.04	-0.107	-0.275
O	9.869	1.926	28.439	-0.076	0.008	0.055
O	6.033	6.444	31.848	0.209	0.062	0.133
O	10.913	8.085	27.479	0.248	-0.009	0.08
O	3.236	7.605	28.642	0.159	0.03	-0.149
O	5.114	4.003	31.261	0.291	0.123	0.099
O	8.615	13.474	27.818	0.107	0.188	0.309
O	7.716	8.104	30.753	-0.046	0.187	0.12
O	0.533	1.468	26.802	-0.157	-0.216	-0.242
O	13.222	3.312	23.747	0.043	-0.019	-0.297
O	1.012	2.483	29.173	0.17	-0.058	0.05
O	16.186	7.551	25.977	0.149	-0.113	-0.053
O	13.558	7.489	26.245	0.046	0.182	0.008
O	13.185	8.038	29.976	-0.38	-0.222	-0.014
O	0.724	9.32	24.34	-0.089	-0.181	-0.292
O	12.687	13.323	30.852	0.062	-0.093	0.092
O	13.814	13.404	28.44	0.295	0.085	0.259
O	14.999	11.498	27.14	0.041	-0.006	-0.054
O	15.823	15.972	25.348	-0.073	-0.1	0.129
O	15.507	4.101	29.488	-0.177	-0.1	0.203
O	16.196	2.662	31.594	0.208	-0.077	0.434
O	1.205	14.935	31.815	-0.202	0.166	0.129
O	15.353	6.515	30.455	0.001	-0.022	0.479
O	0.326	11.439	29.249	0.309	0.179	0.275
O	13.549	6.977	32.347	-0.062	0.026	0.048
O	1.265	5.832	29.268	0.06	-0.197	-0.133
O	2.535	3.199	26.861	0.104	-0.092	0.019
O	15.622	12.162	31.671	-0.056	0.171	0.357
O	0.294	13.458	33.739	-0.053	0.025	0.06
O	0.734	9.932	31.382	0.214	-0.241	0.083
O	2.843	5.653	25.832	-0.364	-0.057	-0.282
O	6.381	14.705	27.379	0.165	-0.079	0.124
O	3.865	1.8	30.535	-0.242	0.115	0.404
O	7.617	12.595	30.952	0.041	-0.16	0.01
O	11.214	13.776	28.774	-0.042	-0.318	0.287
O	11.298	3.801	27.346	0.06	0.019	0.048
O	7.578	0.627	28.261	0.222	-0.064	0.21
O	7.149	15.088	29.933	0.29	0.109	0.301
O	6.19	1.717	31.743	-0.048	-0.105	-0.082
O	7.032	9.869	29.038	0.092	-0.013	0.176
O	10.52	8.21	31.772	-0.233	-0.435	0.553
O	7.715	8.025	33.384	-0.211	0.22	-0.171
O	11.02	3.704	30.041	0.013	0.01	0.03
O	12.491	1.844	28.745	-0.144	0.215	-0.083
O	3.197	15.681	30.319	-0.032	-0.052	0.045
O	9.99	12.608	25.46	-0.023	0.016	0.047
O	14.969	8.697	28.113	-0.22	0.291	0.027
O	10.383	6.138	29.193	0.102	-0.051	0.158
O	13.149	15.737	29.344	0.131	-0.136	-0.091
O	10.183	12.93	31.495	-0.037	-0.002	0.206
O	12.488	12.265	26.436	-0.122	0.157	-0.029
O	0.899	10.2	34.02	0.13	0.087	0.131
O	12.865	5.484	30.234	0.063	-0.159	-0.131
Si	0.021	0.016	5.413	0.015	-0.062	-0.004
Si	2.787	2.725	5.324	-0.001	-0.032	-0.007
Si	16.383	5.474	5.439	0.01	0.027	0.001
Si	2.728	8.174	5.383	-0.085	-0.009	0
Si	0.002	10.944	5.367	-0.047	0.006	-0.028
Si	2.737	13.71	5.381	0.025	0.001	-0.004
Si	5.503	0.06	5.349	0.026	0.06	0.001
Si	8.223	2.76	5.273	0.036	-0.033	-0.07
Si	5.485	5.445	5.317	-0.023	-0.039	0.04
Si	8.21	8.167	5.333	-0.087	-0.047	-0.093
Si	5.491	10.911	5.387	-0.032	0.003	-0.007
Si	8.263	13.665	5.366	-0.002	0.01	0.009
Si	10.97	0.019	5.337	0.021	0.036	-0.029
Si	13.64	2.773	5.362	0.044	0.087	0.017
Si	10.885	5.526	5.31	0.031	0.011	-0.035
Si	13.634	8.257	5.317	0.059	-0.005	0.015
Si	10.978	10.918	5.392	-0.007	0.025	0.034
Si	13.708	13.711	5.358	0.044	0.018	-0.066
Si	1.412	1.385	6.732	0.023	-0.029	-0.032
Si	4.13	4.091	6.712	0.019	0.007	-0.023
Si	1.364	6.837	6.766	-0.009	0.013	0.038
Si	4.105	9.549	6.733	0.062	-0.036	0.034
Si	1.38	12.309	6.735	0.068	-0.067	-0.032
Si	4.126	15.081	6.719	-0.027	-0.001	-0.033
Si	6.874	1.415	6.702	-0.068	-0.02	0.005
Si	9.557	4.121	6.682	-0.03	-0.011	-0.003
Si	6.832	6.817	6.705	-0.029	0.028	-0.013
Si	9.575	9.544	6.716	0.021	0.016	-0.041
Si	6.867	12.305	6.723	0.006	-0.023	-0.013
Si	9.609	15.053	6.72	0.004	-0.035	0.006
Si	12.303	1.387	6.726	-0.015	-0.063	0.005
Si	15.005	4.105	6.76	0	0.003	0.001
Si	12.282	6.862	6.69	-0.017	0.014	-0.047
Si	15.011	9.59	6.723	-0.055	0.096	-0.044
Si	12.34	12.321	6.723	-0.006	-0.026	-0.009
Si	15.049	15.054	6.759	-0.009	0.001	0.011
Si	0.007	2.737	8.087	-0.006	0.01	0.017
Si	2.757	0.015	8.106	0.01	0.002	0.022
Si	16.379	8.214	8.095	0.03	-0.016	0.003
Si	2.746	5.451	8.086	0.002	0.032	-0.006
Si	0.014	13.672	8.106	-0.028	-0.021	-0.008
Si	2.742	10.93	8.097	0.002	0.045	0
Si	5.49	2.737	8.091	0.003	-0.018	0.004
Si	8.22	0.02	8.072	0.026	-0.002	-0.006
Si	5.469	8.178	8.089	-0.014	0.03	-0.014
Si	8.189	5.453	8.077	-0.027	-0.014	0.007
Si	5.485	13.683	8.075	-0.009	-0.011	0.008
Si	8.214	10.922	8.085	-0.032	0.01	-0.002
Si	10.919	2.752	8.073	0.046	0.013	-0.005
Si	13.668	0.02	8.098	0.025	0.008	0.004
Si	10.929	8.191	8.095	0.005	0.002	0.011
Si	13.634	5.488	8.087	0.022	-0.019	0.018
Si	10.961	13.68	8.088	0.001	0.032	-0.018
Si	13.673	10.95	8.108	0.021	-0.006	0.001
Si	1.368	4.1	9.454	0.005	0.005	-0.001
Si	4.121	1.379	9.467	0.005	-0.014	-0.006
Si	1.359	9.568	9.461	-0.017	0.021	0.001
Si	4.096	6.82	9.458	0.012	-0.021	0.008
Si	1.382	15.046	9.462	0.026	-0.007	-0.001
Si	4.111	12.312	9.452	0.001	-0.022	0.001
Si	6.837	4.096	9.467	-0.027	0.002	-0.004
Si	9.573	1.378	9.46	-0.024	-0.011	-0.007
Si	6.83	9.56	9.445	-0.002	0	0.001
Si	9.557	6.813	9.447	0.009	-0.011	-0.008
Si	6.85	15.051	9.445	-0.019	-0.007	-0.008
Si	9.581	12.305	9.439	0.017	-0.004	-0.004
Si	12.286	4.102	9.456	-0.012	0.012	-0.008
Si	15.043	1.374	9.458	-0.006	-0.041	0.008
Si	12.301	9.563	9.452	-0.021	0.019	-0.003
Si	15.017	6.836	9.458	-0.012	0.024	0.002
Si	12.311	15.051	9.462	-0.003	-0.02	0.007
Si	15.047	12.308	9.467	0.004	-0.011	0.006

Results
total energy: -115451.242 eV
total energy less fixed offsets of O -438.35, Si -107.03 eV per atom: 15.098 eV
